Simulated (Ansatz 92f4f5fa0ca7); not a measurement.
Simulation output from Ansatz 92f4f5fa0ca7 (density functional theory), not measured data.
Periodic cell of 213 atoms, Si131O78B1H3, from a study of silicon, its oxide and their interface. The atomic structure is a simulated model.
Doubt: the cutoff is far below the 930 eV that the study's wrapper takes by default for these files, so forces and energies are approximate.
This geometry differs little from another in the collection (a relaxation step or a small displacement).

Settings: functional PBE; potential files Ansatz PAW; basis plane waves; wave-function cutoff 580 eV; density cutoff ratio 5; exchange-correlation grid ratio 1; k mesh 1 x 1 x 1, Gamma-centred; self-consistency stop 5e-08 eV per atom in the density residual; occupations fixed; spin none; net charge 0.

Cell vectors (angstrom)
a	10.938	0	0
b	0	10.938	0
c	0	0	31.231

Atoms and the computed forces on them: element, x, y, z (angstrom), force x, y, z (eV/angstrom)
Si	10.4319	0.5442	23.7571	0.0006	0.0084	-0.0107
Si	6.113	10.3368	23.8733	0.0066	-0.0004	-0.0102
Si	2.2676	3.1142	23.7713	-0.0087	0.0052	-0.0147
Si	8.6349	2.3695	23.8058	0.0003	-0.0078	-0.0128
Si	0.6547	4.9751	23.8553	-0.0058	-0.0136	-0.0088
Si	4.9925	5.9401	23.8781	-0.0113	0.0089	0.0007
Si	3.2792	7.6388	23.9059	0.0138	-0.0125	0.0053
Si	7.7884	8.5332	23.8343	-0.0081	0.0075	-0.0132
Si	1.2837	1.4112	25.0743	-0.009	-0.0003	-0.0039
Si	6.952	1.275	25.0679	0.0029	-0.0009	-0.0073
Si	4.0554	4.0936	25.0243	0.0109	-0.0046	0.002
Si	9.7031	4.0693	25.0412	0.0051	0.0114	-0.0103
Si	1.5167	6.7238	25.1691	0.0033	0.0043	-0.0104
Si	6.7817	6.8563	25.1303	-0.0034	-0.0059	0.0017
Si	4.219	9.4845	25.0431	-0.0018	0.0032	-0.0045
Si	9.5607	9.6103	24.9917	-0.0003	0.0031	-0.0005
Si	2.7529	-0.0271	26.2978	0.0055	0.0086	0.0707
Si	8.2721	-0.0274	26.5284	-0.0186	-0.0208	-0.1233
Si	0.0251	2.7508	26.5558	0.0046	-0.0077	-0.1266
Si	5.4963	2.6972	26.3114	0.0021	0.0082	0.0646
Si	2.7977	5.3864	26.5937	0.0138	0.018	-0.1584
Si	8.244	5.4433	26.3386	-0.0046	-0.0002	0.0622
Si	0.0406	8.1961	26.3161	-0.0127	-0.0061	0.0684
Si	5.498	8.2106	26.5782	-0.0156	-0.0254	-0.1534
Si	4.106	1.3542	27.7238	-0.0022	-0.0095	-0.0606
Si	9.6039	1.3576	27.8632	0.0162	-0.0062	0.1676
Si	1.3866	4.0853	27.9008	-0.0247	-0.0212	0.21
Si	6.8595	4.0755	27.7353	0.0057	-0.0133	-0.0572
Si	4.1385	6.8143	27.8813	0.0192	-0.0127	0.1598
Si	9.5856	6.8447	27.7343	0.0058	0.0038	-0.0592
Si	1.3915	9.5598	27.7361	0.0125	-0.0012	-0.0566
Si	6.8699	9.5794	27.8706	0.0387	0.0437	0.1815
Si	0.037	-0.0272	29.1768	-0.0002	0.0107	-0.0132
Si	5.4591	0.0153	29.171	-0.0005	0.0036	-0.0119
Si	2.7656	2.6967	29.1879	-0.0028	-0.0056	-0.0209
Si	8.203	2.7292	29.1761	-0.0251	0.0124	-0.0076
Si	-0.0123	5.4884	29.1782	0.0079	0.0036	-0.0156
Si	5.5123	5.4328	29.1827	0.0131	-0.0001	-0.0069
Si	2.7325	8.2018	29.1743	-0.0261	0.012	0.0022
Si	8.2316	8.1814	29.1812	0.0014	-0.007	-0.0209
Si	1.3673	1.3673	30.5472	0.1449	-0.2276	-0.0049
Si	6.8362	1.3673	30.5472	-0.1094	0.0569	0.0258
Si	4.1018	4.1018	30.5472	0.1938	-0.1545	-0.0753
Si	9.5708	4.1018	30.5472	-0.0763	0.1001	-0.0234
Si	1.3673	6.8362	30.5472	-0.0999	0.0763	0.0402
Si	6.8362	6.8362	30.5472	0.2173	-0.1317	-0.046
Si	4.1018	9.5708	30.5472	-0.0323	0.0628	-0.045
Si	9.5708	9.5708	30.5472	0.1972	-0.1022	-0.082
Si	2.7345	0	0.6835	-0.2149	0.1867	0.0587
Si	8.2035	0	0.6835	0.0088	-0.1598	-0.0581
Si	0	2.7345	0.6835	0.1225	-0.0891	-0.0741
Si	5.469	2.7345	0.6835	-0.1635	0.2055	0.1413
Si	2.7345	5.469	0.6835	0.0675	-0.1221	-0.0501
Si	8.2035	5.469	0.6835	-0.182	0.1653	0.1063
Si	0	8.2035	0.6835	-0.146	0.198	0.075
Si	5.469	8.2035	0.6835	0.0981	-0.0458	-0.034
Si	4.0519	1.4126	2.0555	0.0307	-0.0184	0.0138
Si	9.5707	1.3605	2.0356	-0.0322	0.014	0.0207
Si	1.3838	4.0818	2.0498	-0.0267	0.0595	-0.0021
Si	6.7977	4.1421	2.0608	0.0537	-0.036	0.0308
Si	4.1141	6.8243	2.0448	-0.0193	0.0065	-0.0042
Si	9.5307	6.8779	2.0524	0.01	-0.0214	0.0161
Si	1.3474	9.5935	2.0508	0.0221	-0.0158	0.0279
Si	6.8343	9.5696	2.0601	-0.0423	0.0116	-0.007
Si	-0.0234	0.0143	3.4616	-0.0326	0.0326	0.0422
Si	5.4252	0.0292	3.3549	0.0797	-0.0287	-0.1291
Si	2.7208	2.763	3.5255	-0.0266	0.0551	0.0338
Si	8.1902	2.747	3.3507	-0.0098	-0.065	-0.207
Si	-0.0024	5.4935	3.3251	0.0501	-0.1039	-0.1803
Si	5.4355	5.4892	3.507	-0.0455	0.0356	0.0845
Si	2.7461	8.2154	3.3519	0.0693	-0.0083	-0.1465
Si	8.1538	8.2053	3.504	-0.068	0.0182	0.0219
Si	1.3031	1.3988	4.8845	0.0211	-0.0208	-0.0338
Si	6.797	1.3959	4.6784	-0.0802	0.0843	0.197
Si	4.0752	4.1495	4.9642	-0.0209	0.0511	-0.1241
Si	9.5915	4.1021	4.6328	-0.0603	0.1466	0.2529
Si	1.3905	6.8235	4.6411	-0.0242	0.0373	0.1207
Si	6.7655	6.8631	4.9466	-0.0051	0.0068	-0.0761
Si	4.0972	9.5806	4.7031	-0.032	0.0166	0.0926
Si	9.5117	9.6129	4.8545	-0.0035	0.0061	-0.0214
Si	2.7116	-0.0461	6.1033	0.0259	-0.0758	0.076
Si	8.1162	0.116	6.16	-0.0039	0.009	-0.045
Si	-0.0941	2.8203	6.1878	0.0073	0.0334	-0.0719
Si	5.5233	2.7845	6.2599	0.352	-0.1818	0.1586
Si	2.656	5.5968	6.2469	0.0148	-0.0116	-0.0093
Si	8.1018	5.2949	6.1277	0.1226	-0.3792	0.114
Si	-0.0263	8.1056	5.9989	0.085	-0.0406	0.0922
Si	5.3836	8.3335	6.2834	0.0068	-0.0112	-0.0283
Si	4.4902	0.8651	7.3811	-0.0634	0.1699	-0.0616
Si	8.8625	2.0799	7.242	-0.2754	0.1599	-0.0059
Si	0.8002	4.6483	7.3851	0.0786	-0.0124	0.0613
B	7.3756	3.4834	6.742	-0.0024	0.0677	-0.0748
Si	3.5252	7.4556	7.498	-0.0152	0.0157	0.0436
Si	10.0032	6.2766	7.2207	-0.2415	0.0309	-0.0583
Si	1.6651	9.1097	7.3185	-0.0236	0.039	-0.0686
Si	6.2926	10.2518	7.417	0.05	-0.0136	0.0554
H	9.001	1.9052	8.7272	0.0061	0.0014	-0.0393
O	3.9624	0.845	8.9704	0.012	-0.032	-0.0033
O	6.5851	10.3864	9.0721	-0.0218	0.0087	-0.0478
O	0.8392	9.6566	8.6704	0.0018	-0.007	-0.0081
O	3.9627	7.1066	9.0685	-0.007	0.0043	-0.0334
O	9.7564	6.7183	8.7958	0.0368	-0.0104	-0.0226
O	0.994	4.5165	9.0377	-0.0066	0.013	-0.0543
H	2.8214	7.9383	22.5171	-0.0027	0.0026	-0.0014
H	5.3838	5.6138	22.467	0.0031	-0.0022	-0.0001
O	7.9857	3.1554	22.4312	-0.0007	0.0016	0.006
O	0.1499	11.0637	22.2842	0.0009	-0.0017	0.0085
O	0.5028	5.667	22.337	0.0003	0.0052	0.0071
O	2.5815	2.5159	22.23	0.0026	-0.0001	0.0097
O	5.8941	-0.1457	22.3031	-0.0009	0.0012	0.0057
O	8.1461	7.8803	22.3294	-0.0002	-0.0003	0.0127
Si	10.9922	9.2142	13.9779	0.001	0.0034	-0.0015
Si	5.8995	8.1389	16.3982	-0.0001	-0.0009	0.0021
Si	9.1681	0.9524	19.1494	-0.0002	0.0016	0.0027
Si	3.2497	7.1135	17.5582	0.001	0.0004	0.0012
Si	2.2906	4.5817	18.9944	-0.0014	0.0006	0.0014
Si	0.7165	2.43	14.5587	0.0006	-0.0024	0.0001
Si	7.1655	5.7629	11.5881	0.002	-0.0088	-0.0008
Si	8.6455	3.1573	20.9345	0.0018	-0.004	-0.0013
Si	5.5098	3.3463	12.0114	0.0043	-0.0038	-0.0085
Si	1.2495	3.686	10.4029	0.001	-0.0262	0.0408
Si	2.4636	0.764	18.2924	-0.001	-0.0013	-0.0011
Si	2.9667	9.392	19.7142	0.0012	0.0004	-0.0034
Si	5.9714	3.5736	16.1418	-0.0002	-0.0009	0.0007
Si	3.1303	2.2921	20.7171	-0.0001	0.0005	-0.0036
Si	7.2886	5.9663	14.6288	-0.0003	0.001	-0.0039
Si	6.1762	1.2329	14.2991	-0.0024	0.0022	-0.0043
Si	9.9782	4.8003	15.6408	-0.0003	-0.0013	0.0005
Si	8.3614	3.6446	18.0726	0.0008	-0.0004	0.0018
Si	10.7273	1.503	11.7219	-0.0003	0.0009	0.0069
Si	4.0065	10.0079	14.6571	-0.0015	0.0024	-0.0011
Si	3.606	1.556	10.3836	0.0134	-0.0013	0.0041
Si	6.8068	9.3888	10.3321	0.0043	-0.0171	0.0232
Si	5.1402	-0.171	20.879	-0.0003	-0.0012	-0.0015
Si	0.5464	9.6056	10.2596	-0.0014	-0.0099	0.0098
Si	2.4729	10.0787	12.213	-0.0015	0.0023	-0.0032
Si	8.9206	7.8868	20.8903	0.0018	-0.0007	-0.0038
Si	7.2789	9.5633	18.8732	-0.0012	0.0015	-0.0005
Si	8.4392	10.6915	12.8275	0.0041	0.001	0.0035
Si	3.0581	5.3943	12.3966	0.0039	-0.0017	0.0033
Si	10.7682	5.2876	20.9052	0.0023	-0.0041	-0.002
Si	9.1767	7.4386	10.1061	0.0075	-0.011	0.0017
Si	1.4815	6.6279	14.9038	-0.0019	0.0005	0.0019
Si	4.7159	7.2268	10.5035	0.0197	-0.0061	0.0108
Si	2.8993	3.0952	16.5106	-0.0012	0.0002	0.0006
Si	1.1632	10.6758	16.0385	0.0009	0.0012	-0.0004
Si	0.1142	10.3094	20.8442	0.0012	0.0001	-0.0044
O	7.8391	8.2796	9.7358	-0.0052	0.0125	-0.0066
O	10.0511	9.0427	20.9352	-0.0001	0	0.002
O	8.0924	4.0446	19.6557	-0.0006	-0.0001	-0.0008
O	4.8256	7.247	17.2123	-0.0005	0	-0.0013
O	11.0218	9.5466	15.5864	-0.0013	-0.0016	0.001
O	9.3644	4.5776	17.1552	-0.0001	0.0004	-0.0012
O	3.1931	1.6101	17.1135	0.0004	-0.0006	-0.0003
O	4.1126	9.4595	20.8861	0.0011	-0.0001	0.0003
O	0.7486	1.9874	12.9858	-0.0017	0.0008	0.0012
O	8.4891	1.5827	20.507	0.0011	-0.0009	-0.0011
O	3.287	3.7768	20.0302	0.0005	-0.0031	0.001
O	0.9592	5.1846	19.7232	0.0011	-0.0003	0.0006
O	3.1404	0.5019	11.5672	-0.0044	-0.0062	-0.0016
O	2.3762	7.2293	16.1622	0	-0.0007	-0.002
O	6.0361	2.3033	13.1131	0.0017	-0.0033	0.003
O	8.4697	10.5944	18.4898	0.0005	-0.0011	-0.0013
O	6.6686	9.0805	17.4576	0.0007	-0.0006	-0.0012
O	5.0762	9.0002	15.3058	0.0015	-0.0008	-0.0014
O	6.2266	10.4739	19.7122	0.0011	-0.001	0.0006
O	3.6556	6.7267	11.6457	-0.0042	0.0002	-0.0011
O	0.6364	7.682	13.9453	0.0006	-0.0027	0.0001
O	10.3159	8.5077	10.6523	0.0031	0.0057	0.0007
O	10.3858	3.4062	14.8823	-0.0003	0.0001	-0.0004
O	4.7436	0.4886	14.4278	-0.0004	-0.0017	-0.0017
O	1.9556	9.1404	10.9805	0.0003	0.0002	-0.0005
O	9.4895	9.5325	13.3805	0.0001	-0.001	-0.0002
O	2.6711	10.2434	15.559	-0.0004	-0.0004	-0.0012
O	4.4637	1.3357	20.7421	-0.0003	-0.0004	0.0001
O	6.0293	6.2585	10.5255	-0.0062	0.0037	0
O	2.0773	1.5769	19.6621	0.0009	0.0004	0.0024
O	3.5325	10.5587	18.7065	0.0007	-0.0009	-0.0009
O	4.919	2.4392	10.7913	-0.0016	-0.0031	0.0045
O	0.5341	1.1021	15.4447	0.0002	-0.0007	-0.0004
O	2.3719	2.5584	10.1012	-0.0094	0.0069	-0.0109
O	4.3056	4.3285	12.5555	-0.006	0.006	0.0006
O	6.3751	4.6813	15.0229	0.0001	-0.0009	0.0009
O	2.7443	8.1365	18.7272	-0.0001	0.0005	-0.0003
O	8.8646	5.5703	14.7333	0.0003	0.0002	0
O	5.3506	8.7313	10.7537	-0.004	0.0032	-0.0087
O	6.8893	4.1492	11.6033	-0.0023	0.0025	0.0044
O	6.9344	6.383	13.0903	-0.0012	0.001	0.0036
O	0.2137	0.2073	10.7733	-0.0001	0.0025	-0.0032
O	6.8434	3.7761	17.4957	-0.0012	-0.0005	-0.0014
O	1.1913	-0.036	17.6466	0	-0.0008	0.0009
O	10.1653	3.7662	21.0898	0.0014	0.0004	0.0013
O	6.3924	2.0676	15.6767	0.0004	0	0.0001
O	9.2566	1.0858	12.3098	-0.0023	-0.0011	-0.0007
O	7.8391	8.2657	19.7122	0.0021	-0.0014	0.002
O	1.8841	3.7397	17.6356	0.0005	0.0003	-0.0005
O	1.8143	4.7134	11.5578	-0.004	0.0017	-0.0095
O	4.3661	3.7845	16.3695	0.0001	0.0005	-0.0005
O	2.1496	3.088	15.0501	0.0003	0.0014	-0.0003
O	1.5744	9.7138	20.4703	-0.0014	-0.0007	0.0017
O	7.4989	10.1134	11.62	-0.0036	0.0026	-0.0057
O	10.6016	0.4309	19.6963	0.0015	-0.0018	0.0007
O	3.578	9.4017	13.1957	0.0013	-0.002	-0.0003
O	10.8011	2.8679	10.801	0.0038	0.0077	-0.0085
O	9.6381	6.4376	20.5727	-0.0014	0.0018	0.0005
O	6.9857	7.2161	15.6213	-0.0002	0.0002	-0.0006
O	1.1102	10.2023	13.1718	-0.0023	-0.0027	0
O	7.4318	0.2173	14.0334	-0.0011	-0.0009	-0.0009
O	0.3914	5.7001	15.682	0.0009	0.0004	-0.0006
O	9.1083	2.1685	18.0481	0	-0.0004	-0.0007
O	2.4795	5.8346	13.8695	0.0002	-0.0008	-0.0026
O	8.6749	6.248	11.1364	0.0016	0.0022	0.0006
O	3.2154	5.728	18.366	0.0005	-0.001	-0.0022

Results
free energy: -127840.061 eV
free energy less fixed offsets of B -154.04, H -15.97, O -568.88, Si -635.61 eV per atom: -0.561 eV

The program warned: the cutoff lies below the one the program advises for these potential files; the forces do not sum to zero within the program's tolerance; the exchange-correlation potential is rough where the density is thin.
